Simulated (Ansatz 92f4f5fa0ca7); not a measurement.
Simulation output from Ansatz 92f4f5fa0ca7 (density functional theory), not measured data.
Periodic cell of 462 atoms, Si286O176, from a study of silicon, its oxide and their interface. The atomic structure is a simulated model.

Settings
functional: r2SCAN
potential files: Ansatz PAW
basis: plane waves
wave-function cutoff: 800 eV
density cutoff ratio: 5
exchange-correlation grid ratio: 1
k mesh: 1 x 1 x 1, Gamma-centred
self-consistency stop: 1e-10 eV per atom in the density residual
occupations: fixed
spin: none
net charge: 0

Cell vectors (angstrom)
a 16.332 0 0
b 0 16.332 0
c 0 0 29.6311

Atoms and the computed forces on them: element, x, y, z (angstrom), force x, y, z (eV/angstrom)
Si -0.2259 0.4221 0.1422 0.0107 -0.0063 -0.0587
Si 2.6524 2.766 0.2885 -0.0206 0.0179 -0.0388
Si -0.2714 6.0602 0.2661 0.014 -0.0146 -0.051
Si 2.7211 8.5525 -0.0419 0.0083 -0.0144 -0.0887
Si 0.6959 10.992 -0.0113 0.0001 0.0215 -0.0999
Si 2.207 15.1844 -0.8457 0.0055 -0.0176 -0.1252
Si 3.8543 1.3734 -1.1246 -0.0011 0.0183 -0.157
Si 7.99 3.1584 -0.4651 0.0095 -0.0144 -0.1012
Si 5.872 5.4249 0.17 -0.0137 0.0099 -0.0869
Si 8.0593 10.8167 0.8594 -0.0009 0.0008 0.0004
Si 5.7459 11.2372 0.2292 0.0004 -0.0036 -0.0053
Si 8.9636 15.1141 -1.1374 -0.0213 0.0098 -0.1419
Si 14.0178 2.7355 0.1742 -0.0074 0.0113 -0.0607
Si 12.3375 1.3856 1.1816 -0.0014 -0.0032 0.0116
Si 11.3866 7.3385 -0.782 0.0022 -0.0045 -0.1252
Si 15.1824 9.8378 1.1481 -0.0003 -0.0062 0.0035
Si 7.7151 11.3733 3.0948 0.0034 -0.0024 -0.0018
Si 11.8539 16.3785 -0.7775 -0.0107 0.0291 -0.1286
Si 1.3059 1.4241 1.6305 -0.0007 0.0038 0.0023
Si 4.1508 4.2284 1.4258 -0.0033 -0.0018 0.0011
Si 1.4996 7.0587 1.3958 -0.0008 0.0008 0.0071
Si 4.3002 9.6701 1.3367 0.0038 0.0059 0.0012
Si 1.639 12.4777 1.5872 0.0007 0.002 0.0055
Si 3.0788 14.3473 1.1562 0.0024 -0.001 -0.0047
Si 6.6873 1.3833 0.2815 -0.0216 0.0044 -0.0538
Si 9.5799 3.9152 1.2289 0.0162 0.0066 -0.0231
Si 7.1488 6.9969 1.437 0.0006 -0.0029 0.001
Si 9.031 8.5075 0.8436 0.0106 -0.005 -0.0343
Si 5.9571 13.028 3.1852 0.0027 0.0019 0.0058
Si 8.6983 15.5793 2.7257 -0.0035 0.0015 -0.0012
Si 12.9549 -2.0462 -0.2516 0.0118 -0.0321 -0.0905
Si 15.1473 4.2437 1.5057 0.0005 0.0012 -0.0013
Si 12.5082 7.1421 1.2761 0.0042 -0.0034 0.0125
Si 13.7749 8.0678 -2.1487 0.0197 0.0109 -0.2232
Si 11.7273 12.6875 1.1113 0.0016 -0.0002 0.004
Si 16.2115 13.6513 2.6359 0.0023 0.0036 -0.0013
Si 0.029 2.8451 2.9337 -0.0005 -0.0015 -0.0009
Si 2.6468 -0.168 2.7294 -0.0006 -0.002 0.0008
Si 0.0253 8.379 2.7082 0.0003 0.0018 -0.0019
Si 2.7662 5.5849 2.7457 0.0005 0 -0.0025
Si -1.4996 15.0177 1.1642 -0.0021 -0.0024 0.0043
Si 2.8503 10.885 2.8245 0.0009 0.0005 -0.0004
Si 5.3348 2.7577 2.7981 0.0093 -0.0075 -0.0214
Si 7.5983 -0.7073 0.6111 0.0005 -0.0019 -0.0236
Si 5.573 8.228 2.7307 -0.0019 -0.0009 -0.0016
Si 8.3 5.3722 2.6821 0.0046 0.0043 0.0064
Si 5.3019 13.456 1.0271 0.0051 0.0055 -0.015
Si 9.7536 12.1038 -0.2564 -0.0071 -0.0009 -0.1029
Si 10.8361 2.5309 2.6293 0.007 0.0023 -0.002
Si 13.5688 0.0107 2.6697 0.0025 0.0031 -0.0015
Si 10.799 8.2093 2.58 0.0025 -0.0036 -0.0015
Si 13.5179 5.466 2.6501 -0.0031 0.0019 -0.0002
Si 10.5531 13.9175 2.8591 0.0028 -0.0026 0.0015
Si 13.4083 11.0871 2.3751 -0.0039 0.0011 -0.0022
Si 1.4403 4.1969 4.1638 0.0005 0.0019 0.0007
Si 4.0487 1.2624 4.0649 -0.0032 -0.0043 0.001
Si 1.407 9.5772 4.1416 -0.0001 0.0008 0.0013
Si 4.1665 6.8799 4.0928 0.0011 0 -0.0001
Si 1.2281 14.9448 4.1166 -0.0009 -0.0002 -0.0008
Si 4.1251 12.1453 4.3091 -0.0019 0.001 -0.0026
Si 6.8496 4.0558 4.0528 0.0029 0.0013 -0.0005
Si 9.5148 1.1473 3.9743 -0.0006 -0.0003 0.0005
Si 6.787 9.5541 4.2334 0.0006 0.0003 0.0002
Si 9.6176 6.7561 4.0573 -0.0024 0.0025 -0.0007
Si 6.9596 14.8601 4.1916 0.0034 -0.0012 0.0038
Si 9.4944 12.3482 4.2456 -0.002 0.0023 0.0022
Si 12.1735 4.0298 3.9797 -0.0017 -0.0019 0.0013
Si 14.9167 1.3845 4.0964 -0.0038 -0.0012 0.0006
Si 12.1569 9.6587 3.8717 0.0027 -0.0023 -0.0014
Si 14.9326 6.8918 3.9644 0.0008 -0.0022 -0.0023
Si 12.2134 15.0292 4.1077 0.0004 0.0028 0.0009
Si 14.8304 12.2658 3.9276 0 -0.001 -0.0008
Si -0.0566 0.0232 5.4696 0.001 0.0007 0.0013
Si 2.7466 2.7112 5.4529 -0.0015 -0.0004 0.0013
Si -0.0326 5.5419 5.4056 0.0011 -0.0006 0.001
Si 2.7511 8.1784 5.4842 -0.0007 -0.0005 0.0002
Si -0.0617 10.9501 5.3551 -0.0003 0.0008 0.0005
Si 2.6794 13.6114 5.4614 0.0006 -0.0004 0.0008
Si 5.4978 -0.0349 5.3917 0.0007 0.0007 0.0007
Si 8.1794 2.6086 5.349 -0.0012 -0.0001 0.0006
Si 5.5093 5.454 5.4229 0 0.0008 0.0005
Si 8.2378 8.1427 5.4304 -0.0008 -0.0001 0.0006
Si 5.4165 10.7884 5.679 -0.0014 -0.0004 0.003
Si 8.2026 13.6191 5.6992 0.0006 0.0006 0.003
Si 10.8858 0.0181 5.5072 0.0015 0.0002 -0.0004
Si 13.5523 2.7527 5.4254 0.0016 0.0008 -0.0003
Si 10.9118 5.3882 5.4289 -0.0008 0.0004 0.0007
Si 13.5423 8.2478 5.2936 0.0004 0.0005 0.0004
Si 10.9017 10.9176 5.4197 -0.0013 0.0002 -0.0008
Si 13.5749 13.6111 5.4042 -0.001 0.0004 0.0008
Si 1.3377 1.38 6.8031 -0.0002 0.0009 0.0004
Si 4.1365 4.0835 6.7859 0.0007 0.0001 0.0005
Si 1.3483 6.821 6.8006 -0.0011 0.0006 0.0002
Si 4.0423 9.4588 6.9621 0.0008 0.0012 0.0004
Si 1.3033 12.2463 6.7946 0.0003 0.0008 0.0013
Si 4.0969 14.9852 6.77 -0.0017 0.0009 0.0012
Si 6.8105 1.3339 6.7885 0.0001 0.0008 0.0004
Si 9.5208 4.0087 6.7443 0.0004 0.0003 0.0014
Si 6.8551 6.799 6.8092 -0.0003 0.0004 0.0012
Si 9.5762 9.5271 6.7955 -0.0007 -0.0002 0.0013
Si 6.7983 12.2143 6.9293 0.0002 -0.0003 0.0014
Si 9.5655 15.0208 6.9386 -0.0002 0.0006 0.0013
Si 12.2166 1.4112 6.8332 -0.0013 0.001 0.0012
Si 14.9561 4.1338 6.7562 -0.0008 0.0007 0.0012
Si 12.2703 6.8146 6.7287 0.0006 0.0007 0.0011
Si 14.9346 9.5567 6.7131 0.0001 0.0004 0.0003
Si 12.2325 12.269 6.8059 0.0008 0.0003 0
Si 14.9335 14.9576 6.7992 -0.0002 -0.0009 0
Si -0.0209 2.7611 8.1356 0.0004 0.0008 0.0015
Si 2.7376 0.026 8.1441 -0.0003 0.0001 0.0011
Si -0.0351 8.1925 8.1162 0 0.0004 0.0007
Si 2.7316 5.4381 8.1373 -0.0007 0.0006 0.0018
Si -0.0141 13.6146 8.172 0.0002 0.0008 0.0007
Si 2.6559 10.8853 8.1984 -0.0003 0.0003 0.0003
Si 5.4706 2.7145 8.1588 -0.0017 0.0007 0.0008
Si 8.151 0.032 8.2302 -0.0005 -0.0003 0.0008
Si 5.4698 8.1044 8.2231 -0.0002 0 0.0003
Si 8.2047 5.3993 8.1384 -0.0003 0.0005 0.0009
Si 5.4201 13.6318 8.1802 0 0.0012 0.0008
Si 8.2014 10.8552 8.2004 -0.0001 0.0005 0.0012
Si 10.8393 2.7264 8.2101 0.0009 0.0002 0.0005
Si 13.5697 -0.0042 8.1377 0 0.0007 0.001
Si 10.9315 8.1485 8.1398 0.0003 0.0002 0.0014
Si 13.6028 5.4711 8.154 -0.0003 -0.0007 0.0013
Si 10.8991 13.6122 8.2242 -0.0004 -0.0006 0.0005
Si 13.6071 10.8909 8.1306 0.0004 0.0004 0.0015
Si 1.3963 4.0678 9.5092 -0.0002 -0.0009 0.0004
Si 4.0749 1.3915 9.5383 0.0004 0.0006 0.0006
Si 1.3201 9.4949 9.5347 0.0005 0 0.0003
Si 4.0754 6.7721 9.5616 0.0003 -0.0005 0.0008
Si 1.3948 14.9668 9.5028 -0.0005 -0.0013 -0.0002
Si 4.0465 12.2845 9.4999 -0.0008 -0.0012 0.0006
Si 6.8379 4.0642 9.5147 0.0006 0.0009 0.0003
Si 9.484 1.3785 9.6157 0.0005 0 0.0014
Si 6.8299 9.5019 9.5375 -0.0005 0.0012 0.0002
Si 9.572 6.7826 9.5004 0.0001 0.0001 0
Si 6.7939 14.9669 9.5548 -0.0009 0.0012 -0.0002
Si 9.5141 12.2537 9.5597 0 -0.0003 0.0001
Si 12.2162 4.1008 9.5312 0.001 0.0011 -0.0002
Si 14.9302 1.3757 9.4578 0.0009 0.0009 0.0009
Si 12.2992 9.4973 9.5168 -0.0007 -0.0001 0.0008
Si 14.9663 6.8337 9.5172 -0.0012 0 -0.0001
Si 12.2321 15 9.5514 0.0006 0.0016 0.0017
Si 14.9396 12.2491 9.5135 -0.0005 0.0004 -0.0001
Si 0.0031 0.0368 10.7704 0.0022 0.0012 -0.0004
Si 2.7411 2.7444 10.9637 -0.0011 -0.0006 -0.0007
Si 0.0191 5.4386 10.809 -0.0012 0.0003 0
Si 2.7282 8.1756 10.9288 -0.001 0.0015 0.0014
Si -0.0533 10.8496 10.8497 0.0002 -0.0001 0.0008
Si 2.7363 13.6084 10.922 0.0016 0.0009 -0.0011
Si 5.4248 0.0041 10.875 -0.0019 0.0008 -0.0016
Si 8.1394 2.7579 10.9766 0.0013 0.001 -0.0006
Si 5.4443 5.378 10.8656 0.0026 -0.0022 -0.0014
Si 8.1856 8.1191 10.8624 -0.0021 -0.0007 0
Si 5.4603 10.9491 10.8039 -0.0007 0.0017 -0.0006
Si 8.1496 13.6198 10.9521 -0.001 0.0011 -0.0006
Si 10.8334 -0.0347 10.9465 0.0002 0.002 -0.0007
Si 13.5191 2.6425 10.8588 -0.0011 0.0023 0.0004
Si 10.9266 5.4908 10.9424 0.0002 -0.0016 -0.0003
Si 13.6486 8.174 10.9686 -0.0002 0.0002 -0.0014
Si 10.9041 10.8617 10.8216 0.0016 -0.0002 -0.0007
Si 13.5963 13.6423 10.8704 -0.0006 0.002 -0.0014
Si 1.3306 1.3075 12.2223 -0.0029 0.0029 0.0006
Si 4.173 4.0749 12.3557 -0.0025 0.0076 -0.0021
Si 1.3718 6.7195 12.2494 0.0048 -0.0013 0.0022
Si 4.1028 9.7012 12.1984 0.0006 -0.0016 -0.0024
Si 1.2975 12.2037 12.1604 0 -0.0002 -0.0016
Si 4.1307 14.9788 12.2952 0.002 -0.0037 0.0013
Si 6.7389 1.3428 12.2716 0.0009 0 -0.0037
Si 9.5249 4.1645 12.2985 -0.0029 0.0046 0.0008
Si 6.7639 6.7718 12.189 0.0034 -0.0003 0.0008
Si 9.5679 9.4994 12.174 0.0031 0.0016 -0.0013
Si 6.7618 12.2496 12.2783 0.0016 0.0046 0.0012
Si 9.5143 14.94 12.3704 -0.0016 -0.0048 0.0021
Si 12.1403 1.324 12.333 0.0006 -0.0017 -0.0003
Si 14.9696 4.0095 12.0632 -0.0006 -0.005 0.002
Si 12.343 6.7773 12.3721 0.0006 0.003 -0.0036
Si 15.0287 9.5343 12.3491 -0.0017 0.0044 -0.0013
Si 12.2027 12.2563 12.1791 0.0001 -0.0003 0.0041
Si 14.9732 15.066 12.1418 -0.001 -0.0004 0.0001
Si -0.177 2.5921 13.4798 -0.0069 -0.0114 -0.0147
Si 2.6291 -0.0859 13.6111 -0.0012 0.0007 0.0077
Si 0.1385 8.1314 13.6567 0.0007 -0.0019 0.0042
Si 2.9645 5.6366 13.652 0.0029 0.0132 -0.0303
Si -0.0026 13.6726 13.4129 -0.0009 0.0027 0.0051
Si 2.6622 10.99 13.6226 -0.0004 0 0.0089
Si 5.3758 2.5539 13.768 0.0019 -0.0035 0.0123
Si 8.1926 0.1122 13.6414 -0.0025 0.0073 0.0049
Si 5.4943 8.293 13.4437 0.0012 0.0025 0.0037
Si 8.1504 5.5525 13.6454 0.0118 0.011 -0.0202
Si 5.6109 13.7452 13.7253 0.0049 0.0097 -0.0192
Si 8.1715 10.8409 13.5022 -0.0084 0.0011 0.0056
Si 10.8499 2.8095 13.6969 -0.0012 0.0025 0.0062
Si 13.5667 -0.0902 13.609 0.0014 0.0031 0.0112
Si 10.8772 8.1784 13.6086 -0.0035 -0.0037 0.0081
Si 12.5544 3.8764 14.976 0.0134 -0.0216 -0.0831
Si 10.7475 13.3767 13.6958 -0.0059 -0.0036 -0.0176
Si 13.7039 11.1029 13.5411 0.0099 0.013 -0.0262
Si 1.7881 3.6385 15.6506 0.0188 -0.0044 -0.1502
Si 3.7847 1.3242 15.034 0.0031 0.0054 -0.0912
Si 1.9197 9.1419 14.8289 0.0161 -0.0214 -0.076
Si 3.7818 7.5197 14.7456 -0.0159 0.0207 -0.0703
Si 1.4839 14.6342 14.8691 0.0326 -0.0133 -0.0602
Si 3.0602 12.8203 15.1674 -0.0036 0.0098 -0.1039
Si 7.1055 3.2037 15.2509 0.0102 0.003 -0.1062
Si 7.0145 -1.2546 15.096 -0.0218 0.009 -0.0405
Si 7.075 9.2905 14.7946 0.0204 -0.0185 -0.0793
Si 9.279 7.1064 14.9165 -0.0124 0.0201 -0.089
Si 9.1067 18.1639 14.9514 -0.0208 0.012 -0.077
Si 9.5529 11.8855 15.052 -0.0043 0.0013 -0.0283
Si 13.803 5.3031 13.5884 0.0008 -0.0063 0.003
Si 14.6247 1.5286 14.8793 -0.0124 0.0167 -0.0854
Si 11.6032 9.6058 15.2768 -0.0215 0.015 -0.1028
Si 17.068 5.5817 17.4326 0.0117 -0.0155 -0.2356
Si 13.1183 14.5459 15.2 0.0087 -0.0198 -0.1119
Si 14.745 12.7591 14.8042 -0.0208 0.0262 -0.0619
Si -2.8028 8.2589 16.7967 -0.0315 0.023 -0.1899
Si 17.3743 3.273 25.0921 -0.0218 -0.013 -0.2435
Si 17.5989 20.9721 27.8368 0.0104 -0.031 -0.2033
Si -3.1087 3.4569 24.1154 0.003 -0.0089 -0.2242
Si -6.3728 17.7775 21.8955 0.0278 -0.0074 -0.2232
Si -10.3944 22.833 25.3922 0.045 0.0007 -0.2129
Si 7.5068 -5.7819 19.9503 0.0133 0.0301 -0.2107
Si 16.8617 1.222 21.5878 0.0359 -0.0049 -0.2456
Si -20.8351 17.5734 19.6827 -0.0003 -0.0187 -0.2674
Si -3.344 13.0668 26.3747 -0.0071 -0.0253 -0.2204
Si 2.4638 10.2794 23.0126 -0.0044 -0.0464 -0.2478
Si 16.6912 8.6064 21.9398 0.0012 -0.0102 -0.2347
Si -2.7074 7.4787 19.5988 0.0017 0.0125 -0.2119
Si 14.7519 11.0373 17.2734 0.0196 0.0191 -0.2074
Si 4.7798 16.1656 21.858 -0.0096 0.0038 -0.2983
Si 15.8774 -6.6724 19.4585 0.0043 0.017 -0.2495
Si 8.5305 13.0818 16.8158 0.0015 0.0036 -0.1876
Si 16.1039 11.7973 23.6048 -0.0083 -0.041 -0.2269
Si 10.6898 -11.101 17.0638 -0.0043 -0.0057 -0.2302
Si 3.8865 18.6921 25.5769 0.0266 0.0107 -0.2183
Si -6.4957 28.9864 19.6096 -0.0412 -0.0036 -0.2681
Si -0.7893 30.468 25.1988 0.0109 0.0262 -0.1905
Si 11.7266 4.4347 28.7233 -0.0274 -0.0243 -0.1359
Si 5.0506 9.9275 21.4144 0.0333 0.0051 -0.2358
Si 1.9369 9.5333 17.8944 0.0161 0.0192 -0.1995
Si 5.7299 11.4669 27.5633 -0.0166 0.0189 -0.1746
Si 8.0282 7.6157 20.7265 0.0284 0.0165 -0.2113
Si 3.8348 6.4938 27.6183 0.0239 -0.0313 -0.195
Si 7.9486 31.4547 25.5284 -0.0014 0.0377 -0.2198
Si 21.534 -25.5913 20.1368 -0.0267 -0.0118 -0.2248
Si -6.2609 -3.3812 25.0279 0.0153 0.0167 -0.2344
Si 3.4688 28.3145 18.1301 -0.0135 0.0061 -0.1952
Si -2.7992 31.5518 18.263 0.0387 -0.0157 -0.228
Si 22.3397 20.0943 24.2039 -0.0193 -0.0117 -0.221
Si 20.6775 18.624 19.9854 0.0416 -0.0179 -0.2334
Si 10.7024 4.345 22.3542 0.0071 0.0033 -0.2564
Si -2.4098 1.632 21.8337 -0.0182 -0.0018 -0.2253
Si 8.8227 27.1075 26.8646 0.0002 -0.0288 -0.1969
Si 19.8726 -0.4102 24.5413 -0.0102 0.009 -0.2205
Si -5.2113 13.3092 22.3254 0.0087 -0.0058 -0.2702
Si 15.2106 -9.6954 14.9527 -0.0014 -0.0002 -0.1108
Si 18.4419 0.584 19.0425 -0.0086 -0.023 -0.242
Si 6.7491 -8.038 23.3202 -0.0098 0.0153 -0.266
Si 14.4172 10.4008 25.7516 0.0117 0.0112 -0.2349
Si 4.2106 -18.0007 19.2002 0.0027 -0.0444 -0.2464
Si 10.9208 6.3829 20.0319 0.0223 0.0265 -0.2571
Si 8.3024 8.0661 25.7103 -0.0297 -0.0208 -0.1893
Si 19.9505 -21.3609 25.5674 -0.0271 -0.042 -0.2183
Si 26.4185 5.5737 24.8997 0.0042 0.0079 -0.2172
Si 6.8996 2.0935 18.1069 0.0296 -0.0112 -0.2283
Si 22.6692 10.9945 17.2943 -0.0105 0.0318 -0.2051
Si 1.2358 12.7425 27.1547 -0.0142 0.0032 -0.2072
Si 32.3391 6.0005 20.4155 -0.0202 0.0142 -0.2466
Si 26.1738 3.0349 26.7432 0.0185 0.0146 -0.2126
Si 5.2505 -2.6808 25.6777 -0.0233 0.0468 -0.1699
Si 13.4997 -5.1087 21.8165 -0.0301 0.0144 -0.2519
Si 9.7554 18.7634 17.7637 -0.0507 0.0007 -0.2169
Si -15.7737 16.6609 24.5047 0.0009 0.0142 -0.2137
Si -9.0161 0.9693 23.3717 -0.0139 -0.002 -0.2306
Si -4.2636 -0.1371 23.376 -0.0037 0.0032 -0.2387
Si 3.548 -9.2284 17.6299 -0.025 0.0139 -0.2302
Si 5.7091 15.9401 16.8239 0.0113 0.015 -0.1716
Si 20.4221 4.7391 21.8129 -0.0157 0.0288 -0.2383
Si 1.1227 4.1404 22.3466 -0.0018 0.0222 -0.2306
Si -2.473 8.7333 23.303 0.0501 0.0207 -0.2408
Si 13.1791 6.2691 24.9409 -0.0101 -0.0288 -0.2329
Si 29.1373 28.5944 19.0462 -0.0019 0.0337 -0.2257
Si 30.8121 7.8277 29.7373 -0.0114 0.008 -0.0056
Si 11.9914 17.5651 25.9728 0.0288 0.0077 -0.2646
Si 32.5296 -0.1228 17.1252 -0.016 -0.0231 -0.2096
O 1.9867 -0.2879 -4.6876 0.008 -0.0077 0.073
O -1.2539 1.5962 -0.4753 -0.0024 0.0005 0.0394
O 5.4564 13.0555 -2.4524 0.0148 -0.052 0.1205
O 0.1097 5.6431 -1.289 -0.0333 0.0348 0.0935
O 0.3296 1.8221 -4.5671 0.0063 0.0203 0.077
O 10.418 1.7158 -3.6498 -0.0213 0.0208 0.086
O 17.4801 4.0467 -12.5546 -0.02 0.0297 0.0904
O -6.0478 -0.2656 -1.1382 0.0168 -0.0024 0.0561
O 0.6118 19.8627 -15.0663 0.0325 0.0218 0.0563
O -2.7467 11.4731 -9.4112 0.0212 -0.0384 0.184
O 28.4283 -8.8175 -9.4953 -0.0226 -0.0062 0.0793
O 8.2612 14.4616 -13.6247 0.0179 -0.0266 0.066
O -3.6425 16.393 -10.6435 -0.043 0.0634 0.1116
O 12.4376 -15.5728 -2.1617 0.0005 -0.0477 0.1782
O 3.557 2.1469 -2.5149 -0.0047 -0.0345 0.1928
O 24.4319 15.3676 -2.5074 0.0347 -0.002 0.177
O 16.8237 16.6365 -6.7329 0.0014 -0.0351 0.1691
O 2.1563 13.8596 -1.772 0.0213 0.0494 0.106
O 11.005 3.3565 -1.8332 0.0377 0.0325 0.1023
O 12.1759 -7.963 -1.8117 -0.0123 -0.0186 0.0919
O -6.6948 -14.8971 -13.1552 0.03 0.0167 0.142
O 17.6961 0.4644 -9.1752 -0.0564 0.0281 0.1668
O 6.208 18.125 1.7874 -0.0214 0.0174 0.0485
O 11.4816 13.1446 -3.8308 0.0442 0.0016 0.0952
O 11.6363 5.895 -4.4642 0.0019 0.0077 0.0764
O 15.3965 0.9109 -13.458 0.0412 -0.0399 0.1107
O 25.9475 4.266 -3.9035 -0.0058 -0.0642 0.1177
O 3.3493 -0.1443 -1.4056 -0.0127 -0.006 0.0705
O 9.9251 3.0594 -7.8791 0.0059 0.0164 0.0853
O 7.3493 21.099 -14.7693 -0.0117 -0.0244 0.0457
O 21.764 -15.0266 -0.7692 0.028 -0.0014 0.0588
O 23.9176 -8.9429 -7.3699 -0.0413 0.0162 0.1691
O 25.7751 6.9722 -9.3175 -0.0318 0.0074 0.0744
O 9.3003 14.3675 -4.5357 -0.0248 0.0082 0.0816
O 4.8774 15.1118 -9.0184 0.0246 0.0606 0.1856
O 16.3735 13.5293 -3.2046 0.0541 -0.0346 0.1135
O -7.8241 19.1469 27.6337 -0.0429 0.0034 0.1289
O 0.1481 9.8758 20.9332 0.0278 -0.0229 0.1615
O 4.444 0.4747 16.2678 0.0263 -0.0298 0.0922
O 2.9017 -0.8013 18.8507 -0.0019 0.0192 0.0787
O 6.2865 26.3958 15.9849 -0.0207 0.0409 0.1161
O -18.7723 7.4552 15.4605 -0.0255 0.0331 0.0917
O -0.2644 6.1067 16.2516 0.0461 -0.0257 0.1281
O 7.2315 10.2313 18.3898 0.0349 -0.0317 0.1582
O -16.9344 15.727 25.0916 -0.0171 -0.0364 0.0715
O 6.6841 -13.2355 16.834 -0.0128 -0.023 0.1504
O -7.0675 13.3894 18.2517 0.0518 -0.0043 0.1862
O -4.4427 20.1379 23.2826 0.0476 -0.0074 0.1112
O 0.9895 0.7335 17.8957 0.0605 0.0231 0.1233
O -1.1952 -0.8018 18.17 -0.0323 -0.0095 0.0909
O 17.0078 8.8319 18.6261 -0.0513 -0.0029 0.1051
O 13.1684 -6.6879 22.1247 0.0109 -0.0375 0.1134
O 8.4842 17.2784 22.2527 -0.0495 -0.0081 0.1033
O 3.7618 13.11 19.2422 0.0102 0.0385 0.0912
O 20.4055 3.7729 20.5184 -0.0089 0.0541 0.1168
O 4.6495 -3.2149 14.914 -0.0201 -0.0092 0.0473
O 12.2162 16.2844 24.9853 -0.0036 0.0317 0.1558
O 20.6645 7.0199 16.2218 -0.0033 -0.017 0.1463
O 4.2652 17.3435 24.7805 -0.0074 0.031 0.0936
O 1.316 2.5998 21.897 -0.0032 0.0197 0.0837
O 4.8334 11.2083 17.7847 -0.0186 0.0009 0.0713
O 17.8578 19.8653 28.9766 0.0213 -0.0325 0.0861
O 23.0965 0.5792 17.5746 0.0107 0.0527 0.0968
O 23.0228 -2.1719 25.1543 -0.0079 -0.0158 0.0694
O 11.5279 5.9007 28.0537 0.0071 0.0202 0.0793
O -2.7867 -13.6878 15.4534 -0.0012 0.0011 0.0397
O 15.7411 11.0076 25.0041 -0.034 -0.0235 0.1279
O 27.9263 14.0627 14.9284 0.0215 0.0115 0.0411
O 7.7641 16.5227 24.7232 0.0222 -0.0719 0.1347
O 20.8805 12.4401 24.8362 0.0112 0.0024 0.0836
O 12.8857 18.801 25.3647 -0.0357 -0.0486 0.121
O 17.8651 9.6969 16.3316 -0.0058 0.0168 0.1577
O 18.4328 6.4269 17.4631 0.0057 0.0052 0.071
O 5.0079 4.1071 22.9752 0.0703 -0.0353 0.1579
O -1.9161 -10.0128 20.3996 0.0213 -0.0221 0.0839
O -1.4241 11.539 22.541 0.0706 0.0202 0.1246
O -5.1085 5.2229 21.105 -0.0113 -0.0733 0.1581
O -1.7334 9.4709 16.893 0.0106 0.0141 0.0705
O 26.18 27.4279 28.0803 0.0216 0.0333 0.1294
O 9.7173 3.9442 17.1804 0.0058 -0.0136 0.077
O -0.2225 13.3926 23.8716 -0.0132 0.0405 0.1014
O -8.1855 25.5476 20.5625 0.0022 -0.0507 0.084
O 8.6323 11.6976 20.1054 -0.0058 -0.0154 0.0817
O -7.9166 18.5969 18.6766 0.0043 -0.0012 0.0874
O -6.1508 -3.6862 23.4438 -0.0342 -0.0124 0.1793
O 9.79 -11.062 23.3238 -0.0164 0.0332 0.1531
O 19.4882 1.8264 18.9784 0.0211 0.0167 0.0953
O 10.4689 -5.6582 15.6897 0.0142 -0.0066 0.0411
O 17.9924 -6.5975 29.1984 0.0007 -0.0035 0.0444
O 0.7145 3.9822 26.4801 0.0093 0.0544 0.1668
O 16.7981 7.2691 21.0366 0.0131 0.04 0.1034
O 5.1766 3.2845 25.491 -0.0355 -0.0198 0.0991
O 4.4526 6.5165 18.8137 0.0627 -0.0005 0.1538
O 1.2466 11.3712 23.0657 -0.0193 0.0272 0.0823
O 27.2682 20.9042 30.1363 -0.0239 -0.0028 0.0602
O 2.6981 18.6491 15.7521 -0.0275 0.0212 0.0571
O 11.2194 -4.3839 19.1335 -0.0063 0.0019 0.085
O 5.9267 9.5179 22.6992 0.0389 -0.0377 0.1323
O 2.3401 27.2626 18.6133 -0.0054 -0.0024 0.0747
O 20.8499 6.4343 26.1502 -0.0701 0.0033 0.1346
O -2.8559 11.5347 26.3714 -0.0184 0.0227 0.0746
O 2.6586 5.4028 27.5685 -0.0097 0.0086 0.0653
O 3.7273 15.5881 22.9553 -0.0393 -0.0081 0.1747
O -2.1701 2.7299 23.0033 -0.0198 0.0471 0.127
O 15.3926 11.9575 16.1123 -0.0007 -0.0561 0.1201
O 12.9407 -22.2895 14.8003 -0.0143 -0.0181 0.0566
O -0.646 -5.3043 18.5997 0.0159 -0.0271 0.1185
O 16.3388 4.7533 21.3561 0.0388 -0.0554 0.1194
O 6.3841 -1.8109 30.0343 -0.0118 -0.0122 0.0283
O 41.6371 9.1823 26.6374 0.0181 0.0555 0.0836
O 12.8281 2.0524 20.6862 0.056 0.013 0.1381
O 8.1641 8.2185 15.4148 -0.0041 0.0028 0.0422
O -13.0623 8.6475 17.9802 0.0065 -0.0046 0.0715
O 3.1924 10.2206 24.4509 0.0433 0.0435 0.1639
O -5.1783 2.1848 18.5385 0.0613 -0.0373 0.1316
O 14.4868 25.1819 19.6956 0.0001 -0.0045 0.0871
O 27.3457 5.7715 18.5368 0.0082 0.0447 0.193
O 4.2114 -1.4588 25.552 0.0294 -0.0423 0.0856
O 13.2733 23.5885 23.6253 -0.0161 -0.0476 0.1195
O 9.9387 6.3882 16.224 0.0357 -0.0469 0.1109
O 7.8172 8.8622 24.3824 0.048 -0.0045 0.1412
O 7.0038 7.2994 26.3341 0.0031 0.0062 0.0819
O 5.2262 14.8657 17.9423 -0.0548 -0.0311 0.1453
O 5.0165 6.1378 28.6359 0.0374 -0.0249 0.1012
O 10.5475 17.0637 20.5481 -0.0467 0.0113 0.1481
O 15.4413 8.5337 22.9624 -0.0689 0.0037 0.1121
O 16.407 5.6681 18.8869 -0.0414 0.0156 0.189
O 6.1542 0.1035 22.6475 0.0544 0.0225 0.1138
O 14.6662 25.6724 26.9458 -0.0085 -0.0694 0.1369
O 13.2438 3.8525 28.8229 0.0303 -0.0247 0.0598
O 12.028 21.0584 16.277 -0.0419 0.0355 0.1049
O -2.3701 -2.4533 25.3703 -0.0338 -0.0184 0.0867
O 0.6343 15.0955 16.2181 -0.039 0.0464 0.1051
O 29.7498 0.2623 22.5544 -0.0279 -0.0292 0.1012
O 3.2119 24.2325 28.1513 -0.0229 0.0385 0.0959
O 18.0853 8.8457 22.7135 0.0339 0.033 0.0897
O 19.2177 12.6186 16.7624 0.0259 -0.0304 0.1512
O 12.0185 25.15 16.6415 0.0401 -0.0226 0.0913
O 17.0908 15.9776 28.6827 -0.0219 0.019 0.0661
O 10.959 17.3346 23.0749 0.0338 -0.0234 0.1128
O -10.6728 7.3737 24.0623 -0.0128 -0.0438 0.1301
O 29.9214 25.9462 24.6181 0.0097 0.0386 0.1541
O 7.0501 12.4276 17.0395 -0.0332 -0.0244 0.0754
O 9.3385 -9.4227 25.3454 -0.0114 0.0237 0.0722
O -19.4728 -18.8174 19.0624 -0.0147 -0.0366 0.0852
O -10.5473 2.3359 19.2365 -0.0893 0.0125 0.1324
O -10.2733 27.2717 20.608 -0.0528 -0.023 0.1044
O -4.7005 -1.5865 22.845 0.0089 0.036 0.09
O 4.8034 -7.7243 20.4905 0.005 0.0415 0.0958
O 6.8056 23.3295 19.8453 0.0168 0.0096 0.0813
O -2.4276 21.1695 24.6299 -0.0004 0.0361 0.0756
O 12.3689 28.6164 22.2516 -0.0207 0.0163 0.0908
O -12.7114 -5.7758 21.8754 -0.0582 0.0094 0.1172
O 2.5417 4.9197 22.2583 -0.0197 -0.0093 0.0767
O 4.3338 1.2569 21.2266 0.0118 -0.0545 0.1335
O 2.6298 -13.2652 24.8649 0.0199 -0.0126 0.0876
O 25.5945 11.6966 25.6195 -0.0319 -0.0486 0.111
O 10.3113 -2.8157 20.9133 0.0524 0.0283 0.1835
O 13.0579 15.1047 16.7213 0.0001 0.0268 0.1722
O 13.6002 7.2025 18.0036 0.0052 -0.0232 0.1511
O -3.0297 11.6591 17.6298 -0.0359 0.0186 0.1127
O 29.486 13.6136 27.8798 -0.0085 0.0553 0.1762
O 6.9706 2.5347 23.7206 -0.0116 0.0281 0.0757
O 18.5755 11.9198 26.1824 -0.0374 0.033 0.0996
O 4.5774 10.6457 26.7125 0.0594 0.001 0.1254
O 4.7353 6.1497 21.3721 -0.0164 -0.0506 0.1116
O 9.8651 7.8992 29.1447 -0.0169 0.0122 0.0615
O 16.8884 4.1971 23.8571 -0.0032 -0.0234 0.1671
O 9.4107 -2.7845 28.6484 0.01 -0.0232 0.0638
O 15.3382 17.7741 21.082 -0.0093 0.0044 0.085
O 18.9953 -11.4689 15.0795 -0.0192 -0.0286 0.0667
O 13.8217 6.9706 26.252 0.025 0.0632 0.179
O 22.9771 5.132 24.8117 0.0007 0.0332 0.0831
O 6.9109 4.3989 29.0584 -0.0079 0.0088 0.0501
O 16.7936 11.7704 28.1977 -0.0094 -0.0456 0.1274
O 23.578 11.0787 27.0985 -0.0387 0.0077 0.0843

Results
free energy: -283313.893 eV
free energy less fixed offsets of O -570.45, Si -639.56 eV per atom: -0.533 eV

The program warned: the cutoff lies below the one the program advises for these potential files; the forces do not sum to zero within the program's tolerance; empty levels may hold ghost states of the PAW files; the exchange-correlation potential is rough where the density is thin.
